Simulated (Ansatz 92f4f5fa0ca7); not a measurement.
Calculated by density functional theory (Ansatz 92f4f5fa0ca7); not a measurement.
Periodic cell of 258 atoms, Si166O92, from a study of silicon, its oxide and their interface. The atomic structure is a simulated model.
Doubt: the cutoff is far below the 930 eV that the study's wrapper takes by default for these files, so forces and energies are approximate.

Settings
functional: PBE
potential files: Ansatz PAW
basis: plane waves
wave-function cutoff: 580 eV
density cutoff ratio: 5
exchange-correlation grid ratio: 1
k mesh: 1 x 1 x 1, Gamma-centred
self-consistency stop: 5e-08 eV per atom in the density residual
occupations: fixed
spin: none
net charge: 0

Cell vectors (angstrom)
a  10.938  0  0
b  0  10.938  0
c  0  0  37.7483

Atoms and the computed forces on them: element, x, y, z (angstrom), force x, y, z (eV/angstrom)
Si  0  0  0.683  -0.0471  -0.0057  -0.0106
Si  5.469  0  0.683  -0.0302  -0.0479  -0.0159
Si  2.7345  2.7345  0.683  -0.0443  -0.0297  0.0093
Si  8.2035  2.7345  0.683  -0.0352  -0.0269  -0.0027
Si  0  5.469  0.683  -0.0322  -0.0242  -0.0129
Si  5.469  5.469  0.683  -0.0554  -0.0106  -0.0155
Si  2.7345  8.2035  0.683  -0.0307  -0.0287  0
Si  8.2035  8.2035  0.683  -0.0268  -0.0164  -0.0003
Si  1.3673  1.3673  2.0503  -0.0145  0.0277  -0.0536
Si  6.8362  1.3673  2.0503  -0.0157  0.0447  -0.026
Si  4.1018  4.1018  2.0503  0.0922  0.0805  -0.0313
Si  9.5708  4.1018  2.0503  0.0644  0.1135  -0.0674
Si  1.3673  6.8362  2.0503  0.0256  0.0536  -0.0033
Si  6.8362  6.8362  2.0503  0.0289  0.0405  -0.0422
Si  4.1018  9.5708  2.0503  0.0668  0.1071  -0.0551
Si  9.5708  9.5708  2.0503  0.0851  0.0937  -0.0335
Si  2.7345  0  35.6968  -0.0624  -0.0362  -0.0972
Si  8.2035  0  35.6968  -0.07  -0.0881  0.0958
Si  0  2.7345  35.6968  0.0112  -0.0616  0.151
Si  5.469  2.7345  35.6968  -0.1137  -0.0629  -0.0664
Si  2.7345  5.469  35.6968  0.0237  -0.0758  0.028
Si  8.2035  5.469  35.6968  -0.0331  -0.0417  -0.0787
Si  0  8.2035  35.6968  -0.0672  -0.0946  -0.0962
Si  5.469  8.2035  35.6968  -0.049  -0.1168  0.0494
Si  4.1018  1.3673  37.0641  0.0151  0.0458  0.006
Si  9.5708  1.3673  37.0641  0.0747  -0.0204  -0.0017
Si  1.3673  4.1018  37.0641  0.0409  -0.0054  0.0088
Si  6.8362  4.1018  37.0641  0.0581  0.0078  -0.0031
Si  4.1018  6.8362  37.0641  0.0264  0.0339  0.0069
Si  9.5708  6.8362  37.0641  0.0447  0.0271  0.0063
Si  1.3673  9.5708  37.0641  0.0105  0.0517  -0.0092
Si  6.8362  9.5708  37.0641  0.0302  0.0486  0.0045
Si  0.3159  -0.5611  27.8049  -0.0167  0.03  -0.0175
Si  4.7491  0.3887  27.6545  0.0059  -0.0242  0.0042
Si  3.4341  2.3945  27.5125  -0.0229  0.0268  -0.0122
Si  8.0132  2.6287  27.4028  -0.0035  -0.0194  -0.0018
Si  -0.0013  6.1017  27.1643  -0.0004  -0.0027  -0.0024
Si  5.8814  4.9901  27.4055  0.0031  0.0102  -0.0257
Si  2.1004  8.7534  27.6365  0.0255  -0.0297  -0.0043
Si  8.4318  8.0234  27.4333  -0.0159  0.0056  -0.0038
Si  1.1981  1.1581  29.0823  0.0073  -0.0063  0.0104
Si  6.7116  1.2053  28.7486  0.0121  0.0117  0.0191
Si  4.2597  4.0737  28.8724  -0.0083  -0.0102  0.0191
Si  9.5154  3.8722  28.7464  0.0022  0.0043  0.014
Si  1.3183  6.9405  28.9028  0.0027  -0.0004  0.0067
Si  6.8901  6.7275  28.673  0.0122  -0.0005  -0.0073
Si  3.9228  9.559  28.9118  -0.0016  -0.0055  0.0045
Si  9.5029  9.4311  28.9751  -0.0081  -0.0073  0.0098
Si  2.7001  -0.0519  30.4189  -0.001  0.0091  -0.0094
Si  8.1113  -0.0687  30.1898  -0.0031  0.0053  -0.0038
Si  -0.1038  2.6565  30.2835  -0.0034  0.0005  0.0094
Si  5.514  2.651  30.2581  0.0019  -0.0088  -0.0104
Si  2.7244  5.4325  30.1065  0.0014  0.0016  -0.0042
Si  8.2361  5.3909  30.13  0.0015  -0.0005  -0.0067
Si  -0.0595  8.1369  30.3763  0.0018  0.0054  -0.0087
Si  5.4339  8.1044  30.0589  -0.0066  0.0068  -0.0029
Si  4.1229  1.3416  31.6593  -0.0029  0.0008  0.0085
Si  9.4582  1.3005  31.6202  -0.0022  -0.0067  0.0001
Si  1.3545  4.063  31.5307  -0.0003  -0.0019  -0.0021
Si  6.8666  4.0598  31.5691  0.0086  0.0087  0.0079
Si  4.0797  6.7879  31.5134  0.0005  -0.0006  -0.0018
Si  9.521  6.7273  31.6299  -0.009  -0.001  0.0121
Si  1.3004  9.5239  31.7122  0.0124  0.0068  0.0151
Si  6.7675  9.4737  31.5268  0  -0.0024  -0.0003
Si  -0.065  -0.0144  33.0039  -0.0043  0.0047  0.0002
Si  5.4747  -0.0613  32.9662  0.0025  -0.0002  0.0008
Si  2.7222  2.7298  32.9555  0.0045  -0.0003  0.0022
Si  8.1775  2.7143  32.9913  -0.0002  -0.0035  0
Si  0.0061  5.4102  32.9598  0.0035  0.0004  0.001
Si  5.4616  5.4396  32.9091  -0.0036  0.0005  0.0002
Si  2.7377  8.1478  32.9641  -0.0056  0.0013  -0.003
Si  8.1556  8.1477  32.9418  0.0003  -0.0013  0.0002
Si  1.3474  1.3624  34.3263  0.0012  -0.0023  -0.001
Si  6.8167  1.3382  34.3365  -0.0015  0.0017  0.0026
Si  4.0945  4.0986  34.3158  -0.0014  -0.0042  0.0003
Si  9.5674  4.0763  34.3377  0.0012  0.0006  0.0041
Si  1.355  6.805  34.3281  -0.0004  0.0023  -0.0004
Si  6.8016  6.8066  34.3222  0.0027  -0.0001  0.0026
Si  4.0882  9.5422  34.3311  -0.0009  0.0029  0.0016
Si  9.5223  9.5325  34.3314  -0.0005  0.0002  0
Si  2.7532  0.0226  3.4088  0.0005  -0.0005  -0.0006
Si  8.2236  0.0247  3.4119  -0.0004  -0.0014  0.0001
Si  0.0204  2.7631  3.41  -0.0015  -0.001  -0.0003
Si  5.4863  2.7575  3.4182  -0.0009  -0.0014  -0.0009
Si  2.76  5.4936  3.4168  -0.0007  -0.0014  0
Si  8.219  5.4881  3.4141  0  -0.0007  0.0001
Si  0.0183  8.226  3.4155  -0.0005  -0.0004  0.0006
Si  5.4891  8.2273  3.4133  -0.0005  0  0.0002
Si  4.0889  1.4226  4.7749  -0.0047  0.0053  0.0038
Si  9.5746  1.4238  4.768  0.0012  -0.0009  0.0018
Si  1.3913  4.1334  4.7761  -0.0012  0.0016  0.0024
Si  6.865  4.1234  4.7857  0.0056  -0.0027  0.0032
Si  4.131  6.8693  4.7842  0.0022  0.0001  0.0039
Si  9.5726  6.8788  4.7735  -0.0033  0.0054  0.0036
Si  1.4061  9.5914  4.7727  0.0029  -0.0023  0.0036
Si  6.8546  9.607  4.7745  -0.001  0.0021  0.0026
Si  0.0435  0.0716  6.0734  0.0035  0.0047  -0.0045
Si  5.477  0.0655  6.0944  0.0049  0.0012  -0.0031
Si  2.7501  2.7972  6.1826  0.0027  -0.0066  0.0007
Si  8.2327  2.7853  6.1823  -0.0071  -0.0011  0.0005
Si  0.0222  5.5181  6.1056  0.0009  -0.0005  -0.0054
Si  5.5125  5.5062  6.1364  -0.0022  -0.0002  -0.0019
Si  2.7775  8.2381  6.1632  -0.0017  0.0047  0.0005
Si  8.2193  8.2515  6.1572  0.0022  -0.0044  0.0014
Si  1.3499  1.4154  7.5106  0.006  0.0006  0.0029
Si  6.7947  1.426  7.4962  0.0069  0.0047  -0.0005
Si  4.1416  4.1932  7.5312  0.0046  -0.0047  0.0074
Si  9.6384  4.1866  7.5178  0.0009  -0.0002  0.0117
Si  1.3794  6.8582  7.4911  0.0095  0.0036  0.0092
Si  6.8662  6.8577  7.5309  0.0098  0.0044  0.0056
Si  4.1665  9.6498  7.4885  -0.0034  -0.0032  0.0079
Si  9.6299  9.6805  7.4275  -0.003  -0.0053  0.0076
Si  2.7804  0.0835  8.8341  -0.002  -0.0008  -0.0095
Si  8.2337  0.0791  8.777  -0.0002  0.0008  0.0036
Si  0.0438  2.8269  8.9181  -0.0063  0.0027  0.0082
Si  5.5029  2.8439  8.9231  -0.0038  0.008  -0.0071
Si  2.7659  5.5507  8.9103  -0.0096  -0.0026  0.0047
Si  8.3178  5.5668  8.9179  -0.0028  -0.0023  -0.0073
Si  0.07  8.3336  8.7828  -0.0001  -0.0012  -0.0081
Si  5.5196  8.2756  8.8702  -0.0017  0.0017  0.0014
Si  3.9199  1.6293  10.1909  -0.0122  0.0046  0.027
Si  9.2728  1.7197  10.1115  -0.004  0.0095  0.014
Si  1.6819  3.9315  10.2651  0.0038  0.0007  -0.0045
Si  7.1016  4.0391  10.2246  0.0232  -0.0172  0.0202
Si  3.8744  7.2134  10.1948  -0.001  -0.0003  0.0188
Si  9.5296  7.2  10.1771  -0.0096  0.0178  0.0158
Si  1.6229  9.4619  10.1562  0.0091  -0.0149  0.0358
Si  7.2142  9.369  10.1127  0.0045  -0.0045  0.022
O  6.9551  3.8184  26.867  -0.0087  0.0168  0.0036
O  -0.1186  10.9921  26.3366  -0.0004  -0.0093  0.0185
O  8.1575  2.8291  10.6453  -0.0134  0.0105  -0.0163
O  2.7298  8.3258  10.6804  -0.0143  0.0185  -0.0179
O  2.7914  2.7602  10.686  0.0144  -0.0188  -0.0112
O  8.3354  19.1969  10.6375  0.0034  -0.0061  -0.0148
O  7.7191  8.8681  26.1954  0.0071  -0.0137  0.0198
O  3.4358  2.9097  25.9605  0.007  -0.0056  0.013
O  4.5626  0.7934  11.4685  -0.0131  0.0155  -0.0091
O  9.8172  0.9805  11.4553  0.0025  0.0003  0.0095
O  0.9104  10.1618  11.4717  0.0132  -0.0112  -0.0123
O  6.6505  10.0646  11.4747  0.0025  -0.0045  -0.001
O  10.435  6.779  11.5079  -0.0099  0.0063  -0.007
O  1.1151  4.6323  11.6549  0.005  -0.0044  0.0057
O  6.5341  4.793  11.5928  0.0077  -0.0103  -0.0078
O  4.554  6.6057  11.56  -0.0055  0.0053  -0.0017
O  6.4101  -0.5566  24.3482  0.019  -0.0032  -0.007
O  4.6998  1.4861  24.1023  -0.0009  0.0091  -0.0063
O  10.4293  4.5937  27.5427  -0.0043  -0.001  0.0003
O  12.7997  2.0953  27.874  0.0023  -0.0089  -0.0016
O  9.6295  7.0533  26.8101  0.0022  0.0048  0.0031
O  11.8848  6.0251  25.8189  -0.0023  -0.0021  0.0037
O  5.1465  5.5882  26.0664  0.0104  -0.0078  0.0206
O  2.2971  8.3293  26.0302  0.0029  0.0192  0.0112
Si  2.1042  1.1989  14.0678  0.0034  -0.0002  -0.0119
Si  1.2822  7.3579  14.8844  0.0016  0.002  -0.0054
Si  6.3184  7.7043  17.7195  -0.0021  0.01  0.0162
Si  6.8303  1.9452  14.4813  0.0029  -0.0029  -0.0115
Si  11.6908  2.205  23.1343  -0.0006  0.0054  0.0078
Si  5.5432  10.7959  12.3893  0.0037  -0.005  -0.016
Si  4.118  3.4041  14.249  -0.0051  0.0007  -0.0128
Si  1.5889  7.7495  17.863  0  0.0015  0.0145
Si  15.5929  16.5627  24.5127  0.0118  -0.0051  -0.0032
Si  8.8028  11.495  16.48  0.0003  0.0012  0.0056
Si  6.0757  6.002  20.3121  0.0031  -0.0047  0.0091
Si  3.8883  9.5394  17.2502  0.0127  0.0083  0.0141
Si  11.9175  1.0282  20.2485  0.0021  -0.0005  0.0035
Si  3.6991  2.7468  24.3677  -0.0064  -0.0063  0.001
Si  10.7371  9.0784  19.8972  -0.0025  0.0025  0.0074
Si  9.7706  3.2186  19.4023  -0.0039  -0.0041  0.0132
Si  10.4454  3.1025  16.6339  -0.0011  0.0002  0.0082
Si  7.954  -0.8503  19.0544  -0.0001  -0.0054  0.0118
Si  7.3482  6.8614  14.7595  -0.0007  0.0027  -0.0088
Si  4.3228  -1.393  22.0676  0.0008  0.002  0.0015
Si  5.873  0.9188  20.701  0.001  0.0001  0.0105
Si  3.0783  7.1293  20.5652  0.0008  0.0011  0.0089
Si  4.8685  -0.0788  24.5396  -0.0101  0.0034  -0.0154
Si  9.9784  4.5714  21.9377  -0.0079  0.0012  0.0076
Si  11.566  18.0641  22.2432  -0.004  -0.0014  0.0001
Si  5.4775  5.6631  12.5003  -0.0054  0.0026  -0.016
Si  12.8215  7.1159  25.0131  -0.0062  -0.0057  -0.0027
Si  3.7663  12.3417  18.7717  0.0047  -0.001  0.005
Si  8.9306  4.2302  14.219  0.0077  -0.0008  -0.0142
Si  7.7378  9.4981  24.6745  -0.0029  -0.0111  0.0017
Si  7.4011  14.272  21.1403  0.002  0.0015  0.0078
Si  9.5884  9.1321  14.5434  0.0023  0.0037  -0.0131
Si  6.6099  7.5019  22.7455  0.004  0.0004  0.0018
Si  11.0196  5.5935  12.4818  -0.0048  -0.0039  -0.0116
Si  10.8184  0.1166  12.3761  -0.0067  0.0004  -0.0191
Si  2.4418  2.8981  16.482  -0.002  -0.002  0.0026
Si  3.554  9.4259  14.27  -0.0029  0.006  -0.0105
Si  9.7844  0.796  25.3324  0.0149  0.0098  -0.001
O  10.1197  1.5166  16.4047  0.0012  0.0013  0.004
O  3.2334  17.3462  24.452  -0.0072  0.004  -0.0023
O  13.4374  12.2926  19.7858  -0.0017  0.0001  -0.0027
O  9.5491  3.6838  17.8612  0.0047  -0.0014  -0.0022
O  6.3413  4.4111  20.5219  0.001  -0.0009  -0.0029
O  11.0451  3.6233  22.6974  0.0068  -0.0083  -0.0005
O  5.6658  8.6707  22.1623  -0.0023  0.0011  -0.0012
O  7.4888  1.2517  15.7976  -0.0052  0.0027  0.0005
O  11.9902  7.6795  23.7229  0.0062  -0.0005  0.0061
O  1.4236  6.8607  16.4708  -0.0009  0.0007  -0.0042
O  1.0415  3.4701  17.0527  0.0026  -0.0017  -0.0005
O  3.1864  3.9567  15.4792  0.0059  0.0006  0.0031
O  4.2945  9.751  15.6862  -0.0075  -0.0029  0.0067
O  4.8111  8.3251  17.8254  0.0034  0.008  -0.0126
O  2.5219  7.0525  19.0215  -0.0013  0.0016  -0.0033
O  8.9728  -0.3847  24.5323  0.0011  0.0012  -0.0024
O  3.2296  2.244  13.4837  0.0014  0.0002  0.0085
O  8.484  11.2454  18.0477  0.0016  0.0013  -0.0082
O  3.8691  -1.0209  23.6124  0.0024  -0.0006  0.003
O  6.4182  6.4547  18.7745  -0.0013  0.0066  -0.0068
O  6.9188  -0.1706  20.0983  0.0007  -0.0009  -0.003
O  11.0697  8.3554  21.3105  0.003  -0.0038  0.0028
O  9.1303  10.0731  15.7798  0.0013  -0.0055  0.0018
O  6.3838  0.7964  13.422  -0.0045  -0.0054  0.0094
O  6.2317  6.6345  13.5791  -0.0047  -0.0056  0.0076
O  10.7074  1.599  24.2716  -0.0045  -0.0096  0.0046
O  1.9429  6.4303  21.5259  -0.0034  0.0002  -0.0001
O  0.8591  6.1852  13.8077  -0.0032  -0.0025  0.0046
O  8.4262  4.0585  22.2236  0.0022  0  -0.0058
O  5.4843  2.7729  14.8879  -0.0001  0.0011  0.0093
O  3.4839  2.5553  17.6654  -0.0012  -0.0067  0.0014
O  11.7682  12.1193  21.8641  -0.0014  0.0043  0.0054
O  7.7985  8.237  23.6105  0.0045  0.0066  0.0015
O  10.3112  6.0857  22.4176  0.0052  -0.0003  -0.0026
O  5.1283  12.7514  19.5551  -0.0064  -0.0025  -0.0058
O  4.1023  10.912  18.069  -0.0022  -0.0145  -0.0088
O  10.1202  3.842  15.2437  -0.0035  0.0061  0.0011
O  6.5938  2.0153  21.6994  0  0.0001  -0.0048
O  10.8779  12.968  19.4909  -0.002  0.0028  -0.0015
O  15.3778  4.1256  23.8771  -0.0009  0.0048  -0.0008
O  9.1593  -1.5035  19.9203  0.0007  0.0015  -0.006
O  2.0157  1.5401  15.6594  -0.0008  -0.0005  0.001
O  7.9375  2.9837  13.8621  -0.0009  0.0003  0.0092
O  0.6794  1.2505  13.2698  -0.0067  -0.0065  0.0069
O  4.5635  -0.2516  26.121  -0.0035  -0.0047  0.0198
O  11.0077  8.439  14.9147  -0.0037  0.0014  0.0085
O  4.4974  6.3248  20.643  -0.0022  0.0008  -0.0027
O  0.1668  8.1426  18.5865  0.0014  -0.0005  -0.0034
O  5.7857  6.4361  23.6687  -0.0094  -0.0074  0.006
O  2.7099  8.0167  14.3591  0.0027  0.003  0.0105
O  10.23  4.4954  20.3149  0.0023  -0.0008  0.0014
O  4.7153  9.5803  13.1278  0.0052  0.0073  0.0136
O  8.3293  2.7065  19.9493  0.0024  0.0017  -0.0016
O  8.1129  5.4389  14.9361  -0.0008  0.0004  0.0088
O  2.3204  9.1312  17.3823  0.0035  0.002  -0.0017
O  3.2721  8.6846  21.141  0.0008  0.0019  -0.0005
O  13.207  2.4923  23.6429  0.0019  0.0018  -0.0023
O  9.6952  4.7169  12.87  0.0049  0.0052  0.0124
O  11.6106  10.4424  19.8002  0.0009  0.0007  -0.0009
O  8.4066  8.0251  14.2934  -0.0011  -0.0003  0.0118
O  6.6466  7.2292  16.1904  0.0017  0.0004  0.0041
O  9.8521  10.0644  13.2359  0.0061  0.0062  0.0078
O  7.3277  8.8936  18.152  -0.0078  -0.0072  -0.0044
O  8.7581  12.7567  26.142  -0.006  0.0081  0.0066
O  7.0971  6.7436  21.3793  0.0006  0.0037  0.0034
O  2.4786  -0.3606  13.9204  0.0055  -0.0038  0.0182
O  4.689  0.0505  21.4097  -0.0016  -0.0047  0.0009
O  4.4742  4.6146  13.2431  0.0066  0.0062  0.0122

Results
free energy: -157854.283 eV
free energy less fixed offsets of O -568.88, Si -635.61 eV per atom: -6.063 eV

The program warned: the cutoff lies below the one the program advises for these potential files; the forces do not sum to zero within the program's tolerance; the exchange-correlation potential is rough where the density is thin.
